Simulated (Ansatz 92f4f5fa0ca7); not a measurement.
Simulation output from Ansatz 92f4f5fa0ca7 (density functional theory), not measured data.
Periodic cell of 208 atoms, Si128O80, from a study of silicon, its oxide and their interface. The atomic structure is a simulated model.

Settings: functional r2SCAN; potential files Ansatz PAW; basis plane waves; wave-function cutoff 800 eV; density cutoff ratio 5; exchange-correlation grid ratio 1; k mesh 1 x 1 x 1, shifted by 0.5 0.5 0 of a step; self-consistency stop 1e-10 eV per atom in the density residual; occupations fixed; spin none; net charge 0.

Cell vectors (angstrom)
a  10.88  0  0
b  0  10.88  0
c  4.175  -4.5406  30.61

Atoms and the computed forces on them: element, x, y, z (angstrom), force x, y, z (eV/angstrom)
Si  1.1281  -1.0128  0.1531  -0.0374  -0.0022  0.1464
Si  3.7919  1.6485  0.2367  0.0115  0.0222  0.1448
Si  1.6067  3.8046  0.1083  0.0208  0.0081  0.1813
Si  4.4141  -4.3581  0.0702  -0.0056  -0.0355  0.1776
Si  -3.8613  -1.6722  -0.03  0.03  0.0055  0.1895
Si  -1.1278  1.1044  0.0027  -0.0193  -0.0004  0.1754
Si  6.5763  4.2789  -0.0395  -0.0004  0.0139  0.1949
Si  -1.6306  -3.8699  -0.0652  -0.0055  0.0313  0.2028
Si  2.6493  0.0842  1.522  -0.0086  -0.0055  0.036
Si  5.4356  2.7951  1.4079  -0.0205  -0.015  0.0063
Si  2.7697  -5.4618  1.356  -0.0069  0.0053  0.0102
Si  5.4979  -2.766  1.3865  -0.0028  -0.0077  0.0143
Si  -2.7201  -0.0566  1.2883  0.0008  -0.0055  -0.0005
Si  -0.0001  2.6695  1.3699  0.0164  -0.0029  0.0171
Si  8.1398  5.4428  1.2938  -0.0072  0.0188  0.0002
Si  -0.0452  -2.706  1.2836  0.0008  -0.0046  0.0062
Si  1.3074  1.4043  2.868  0.0185  -0.0076  0.0628
Si  4.095  4.1183  2.8079  0.0166  -0.0055  0.0345
Si  1.3563  -4.0647  2.6328  0.0014  -0.003  0.0205
Si  4.0867  -1.3674  2.6833  -0.0152  0.0119  0.0267
Si  6.8098  1.3445  2.6503  -0.012  0.0126  0.0284
Si  9.5116  4.085  2.6462  -0.0004  0.005  0.0121
Si  6.834  6.7734  2.7631  -0.0032  0.0054  0.066
Si  -1.3755  -1.3763  2.7249  -0.0183  -0.0011  0.0302
Si  -0.0421  -0.0161  4.1304  0.0262  0.0112  -0.0208
Si  2.723  2.7544  4.1499  -0.0194  -0.0048  -0.0123
Si  -0.002  -5.4317  4.0145  -0.0072  -0.0149  -0.0132
Si  2.711  -2.717  4.0353  0.0115  0.001  -0.0141
Si  5.4435  0.0002  4.0393  -0.0043  -0.0116  -0.0156
Si  8.1612  2.7198  4.0251  -0.0004  0.0084  -0.0185
Si  5.4591  5.4605  4.141  -0.0033  0.0128  -0.0197
Si  8.1715  -2.728  4.1058  -0.003  -0.0216  -0.018
Si  1.3092  -1.3619  10.8758  0.0342  0.0229  0.006
Si  4.0818  1.3893  10.8616  -0.0238  -0.0281  0.0118
Si  1.4008  4.0874  10.9016  -0.022  -0.0035  0.0075
Si  4.0677  -4.0925  10.8869  0.003  0.0098  0.0114
Si  6.8204  -1.3539  10.9011  -0.0198  -0.0116  0.0151
Si  -1.3679  1.3311  10.9072  0.0065  0.0171  0.0106
Si  6.7602  4.0468  10.8192  0.0383  0.0221  0.0047
Si  -1.3277  -4.0132  10.8332  -0.015  -0.0419  -0.0006
Si  2.6281  0.0817  12.1625  0.0009  -0.0207  -0.04
Si  5.5037  2.6486  12.2589  -0.0244  0.0212  -0.0685
Si  2.7545  5.4329  12.3064  0.0073  -0.0112  -0.0159
Si  5.4232  -2.7132  12.2203  0.0044  -0.0119  -0.0271
Si  -2.7095  -0.0252  12.32  0.0014  0.0025  -0.0151
Si  0.0215  2.7086  12.2174  0.0025  0.0137  -0.0261
Si  8.0953  5.5171  12.0396  0.0163  -0.0072  -0.0529
Si  0.0207  -2.7347  12.3103  -0.0222  0.0287  -0.0548
Si  1.3293  1.3923  13.6798  -0.0027  0.0031  0.0121
Si  4.1661  4.0395  13.5817  -0.022  -0.0141  0.0055
Si  1.4076  -4.1086  13.7212  0.0053  -0.0167  0.0243
Si  4.0072  -1.2924  13.4262  0.0014  0.0184  -0.0387
Si  -4.0519  1.2825  13.7511  0.02  0.0044  0.0048
Si  -1.4239  4.1585  13.3076  -0.0272  -0.0162  -0.059
Si  6.7932  -4.0935  13.5346  -0.0188  0.0199  0.0279
Si  -1.3601  -1.3699  13.697  0.0208  -0.0068  0.0138
Si  0.2216  -0.225  15.0267  0.0133  -0.0076  -0.1778
Si  3.0157  2.509  14.9021  -0.0005  -0.0169  -0.1724
Si  -0.341  -5.2772  14.7752  0.0189  0.0785  -0.1209
Si  2.5491  -2.3855  14.8766  -0.0804  -0.0281  -0.1506
Si  5.0928  0.1247  14.9353  0.0347  0.0417  -0.1381
Si  -2.8025  3.0057  14.7784  -0.0447  -0.033  -0.1085
Si  5.7894  5.1355  14.8623  -0.0043  -0.0234  -0.1898
Si  -2.5353  -3.0146  14.9099  0.044  0.0209  -0.1783
Si  4.0757  -0.2969  -6.7516  0.0137  -0.0314  0.0286
Si  -0.8874  3.6112  16.9518  0.0123  -0.0131  -0.13
Si  -1.8631  1.8607  -4.8897  -0.0159  0.0216  0.1432
Si  0.3682  -5.1475  -2.0253  -0.013  -0.0101  0.2395
Si  -0.3592  -0.6019  17.9159  0.0324  0.0306  -0.1398
Si  6.7922  1.0629  -6.8883  0.0374  0.0145  0.0135
Si  1.9036  2.7513  17.6521  -0.0003  -0.0231  -0.1708
Si  3.4054  5.2478  -6.4636  -0.021  0.0211  -0.033
Si  -2.4615  -2.608  17.8337  -0.0056  -0.0127  -0.1595
Si  5.2464  -4.6657  17.7552  0.0335  -0.0003  -0.1732
Si  5.5332  0.1988  -2.0127  0.0455  0.0175  0.1733
Si  0.3147  -0.9742  -8.4719  0.0052  -0.019  -0.0425
Si  3.2102  -0.7772  -3.8568  0.0362  -0.0261  0.1896
Si  0.0461  -2.5149  -5.9145  0.0043  0.0237  0.019
Si  -0.1576  3.5228  -6.9928  -0.004  0.0019  0.0143
Si  -2.424  -3.3136  -7.4219  0.0136  -0.0012  -0.0111
Si  -2.6778  3.9218  21.52  0.0179  0.0183  -0.0936
Si  8.0703  5.3515  18.7689  0.011  0.0034  -0.1777
Si  0.989  -5.2809  -4.987  -0.0634  0.0085  0.1235
Si  6.4093  1.4906  21.3728  0.0126  -0.0331  -0.0425
Si  1.7392  1.2193  -7.3436  -0.0356  -0.0096  0.0228
Si  5.7358  -4.4041  -7.5511  -0.0199  0.0265  -0.0316
Si  5.2569  3.5785  -7.9141  -0.0096  -0.0187  -0.0565
Si  3.3471  0.8796  21.4364  -0.0183  -0.0272  -0.1072
Si  1.6972  -5.12  21.843  -0.0026  -0.008  -0.0643
Si  7.8311  2.3497  -2.2066  -0.0164  -0.0132  0.2347
Si  2.5787  -2.8583  -1.8873  0.0104  0.0112  0.1837
Si  4.4845  -1.8715  17.1626  -0.0232  0.0228  -0.1555
Si  0.5691  0.1167  -4.5899  0.0222  0.0093  0.101
Si  2.4705  -0.0572  18.6384  -0.0258  -0.0085  -0.1573
Si  -2.5251  -0.569  19.9166  0.0402  -0.0208  -0.1283
Si  3.1399  4.9027  19.5494  0.0188  -0.0216  -0.175
Si  1.3666  -1.37  5.4379  -0.0117  -0.0002  0.0212
Si  4.0924  1.3464  5.4415  -0.0137  0.0099  0.0175
Si  1.3356  -6.7607  5.4414  0.0181  0.0089  0.009
Si  4.0682  -4.0479  5.436  0.0035  -0.0098  0.0189
Si  6.7858  -1.3553  5.4239  0.0023  -0.0047  0.0177
Si  9.4911  1.3814  5.4405  -0.0013  -0.0034  0.0083
Si  6.8226  4.063  5.4419  -0.0094  -0.0116  0.013
Si  -1.3407  6.7848  5.4339  0.0107  0.0043  0.0144
Si  2.7253  -0.0072  6.8097  -0.0093  0.0084  0.0184
Si  5.4531  2.7089  6.7967  -0.0027  0.0108  0.0031
Si  2.7011  -5.4041  6.7819  0.0022  -0.0068  0.0054
Si  5.4327  -2.7058  6.805  -0.0156  -0.0015  0.0205
Si  8.1278  0.0198  6.7772  0.0125  -0.0064  0.0078
Si  -0.0048  2.7303  6.7984  0.0054  0.0005  0.0223
Si  -2.7002  5.4274  6.8098  -0.0065  0.0035  0.0119
Si  0.0105  -2.7312  6.7966  -0.0105  -0.0031  0.0034
Si  1.3565  1.3655  8.1672  0.0068  -0.0011  -0.02
Si  4.0644  4.0954  8.1006  -0.0068  -0.0026  0.0009
Si  1.3658  -4.0718  8.1753  -0.0017  0.0119  -0.0093
Si  4.0811  -1.3626  8.184  -0.007  0.0106  -0.0165
Si  6.7949  1.3516  8.1746  -0.0206  0.0102  -0.0125
Si  -1.3428  4.0761  8.1855  -0.0138  0.0088  -0.029
Si  6.8008  -4.0792  8.1595  0.0074  -0.0136  -0.0185
Si  9.5052  -1.3392  8.1024  0.0015  -0.0013  -0.0021
Si  -0.0356  -0.0119  9.501  0.0167  0.0089  -0.0203
Si  2.7398  2.7532  9.4959  -0.0025  -0.0153  -0.0154
Si  0.0241  -5.4357  9.5395  0.0041  -0.0107  -0.0163
Si  2.7089  -2.7135  9.545  -0.002  -0.0065  -0.0137
Si  5.4401  -0.0033  9.5429  -0.0153  -0.0035  -0.007
Si  8.1714  2.6999  9.5233  0.0069  0.0123  -0.012
Si  5.4024  5.4276  9.489  0.0211  0.0057  -0.019
Si  8.1712  -2.6783  9.4886  -0.0114  -0.0177  -0.0241
O  -2.459  4.8951  20.2642  0.0176  -0.0229  0.118
O  4.0919  1.3526  15.3669  0.0032  -0.0126  0.0592
O  8.1394  -2.7588  -0.5555  -0.0016  -0.0021  -0.0638
O  -1.7426  2.6164  15.9762  0.0286  0.012  0.0833
O  -1.8268  1.7572  -1.3168  -0.0318  0.0434  -0.1276
O  3.4052  -2.671  16.2365  0.0312  0.0022  0.0902
O  1.1743  2.7215  -7.4871  0.0188  0.0066  -0.0147
O  -1.0328  -4.6187  -1.4001  0.0455  -0.0441  -0.137
O  -1.4003  -4.1354  15.2578  0.0032  -0.0114  0.0488
O  7.1991  3.6111  -1.4004  0.0391  -0.0411  -0.1443
O  -0.3011  0.2334  16.514  -0.0148  -0.0142  0.1397
O  6.252  -1.0943  -1.3521  -0.0475  0.0356  -0.1179
O  6.9408  4.0599  15.3384  0.008  0.0156  0.0572
O  4.5826  -0.1869  -3.2488  -0.036  0.0012  -0.113
O  7.8377  1.038  -5.6493  -0.0192  -0.0333  -0.0489
O  -0.8728  4.0502  -8.3241  -0.007  -0.0311  0.0099
O  5.357  -0.8197  16.2602  0.0039  -0.0252  0.0862
O  4.8469  1.3333  21.0344  0.009  0.0168  0.0263
O  0.0216  0.0287  -0.4838  0.0017  -0.013  -0.0749
O  2.4445  3.2946  16.2198  0.0017  0.0315  0.1428
O  7.1066  -3.9641  -6.8462  0.0056  -0.0067  0.0116
O  4.5486  0.8823  -0.9564  0.0174  -0.0569  -0.1003
O  2.5388  0.5554  20.1049  0.0151  0.0281  0.1176
O  4.2234  4.5979  20.7336  0.0283  -0.0144  0.0569
O  -1.4365  2.929  21.861  0.0331  -0.0261  -0.0004
O  6.8903  3.0252  21.2039  -0.0175  0.0117  0.0179
O  -2.0066  -1.3932  21.2299  0.0067  -0.0228  0.0654
O  1.3989  -3.9282  -1.9303  -0.006  -0.0157  -0.083
O  7.6988  -2.6421  16.3718  -0.0264  0.0021  0.1381
O  -1.4973  -2.912  -6.1696  -0.0162  -0.0002  0.0054
O  3.863  -3.5685  -1.2369  -0.0254  0.0469  -0.1284
O  5.1719  -5.0949  16.2053  -0.0133  0.0096  0.1355
O  -1.2976  0.0958  19.0559  -0.0594  0.0318  0.0921
O  0.2919  5.2785  -3.5664  0.0148  -0.0273  -0.1585
O  2.4211  -5.2674  -7.6932  -0.0045  -0.0104  0.0382
O  5.9851  5.0044  -8.176  0.0117  0.0058  0.0105
O  0.9057  -3.7229  -5.3245  0.0285  0.0195  -0.0337
O  3.8495  -5.0755  18.4339  -0.0393  -0.0175  0.068
O  7.3723  0.5424  -8.3068  -0.0065  0.0185  0.0096
O  2.5933  3.5464  18.8746  0.0288  0.0308  0.1043
O  3.3978  -0.8994  -5.4351  0.0038  -0.0119  -0.0687
O  -0.0538  4.7291  16.1167  -0.0002  -0.0359  0.0865
O  -0.725  0.9713  -4.1365  0.0073  -0.0047  -0.0317
O  0.0736  -1.3991  -4.764  -0.0182  -0.0236  -0.0207
O  -2.0238  4.2944  17.8491  -0.055  0.0366  0.0855
O  2.0738  -1.5884  -1.0341  0.0663  -0.027  -0.1172
O  1.0212  0.6603  -6.0255  0.0126  0.0008  -0.0451
O  0.7154  -2.0333  -7.3176  0.0315  -0.0123  0.0204
O  6.4737  5.4327  18.4717  0.0032  -0.0449  0.0517
O  2.3667  1.2093  17.6462  0.0271  -0.0134  0.0524
O  1.8658  0.1326  -3.5962  -0.0321  0.0344  -0.057
O  2.7144  2.7082  -0.4095  -0.0021  0.0078  -0.0662
O  3.8473  -1.4431  -7.8372  -0.0207  0.0049  0.025
O  3.7299  -1.0026  18.298  -0.0097  0.0322  0.0741
O  1.1074  -0.8903  18.4984  0.0157  -0.0193  0.0469
O  2.9781  -2.2846  -3.3256  -0.0023  0.0011  -0.1082
O  4.0827  3.8252  -6.8171  -0.0012  -0.0001  0.0347
O  0.2819  2.8508  17.7749  -0.0021  -0.0167  0.0649
O  -2.5042  2.7527  -3.6821  0.0353  0.0112  -0.1497
O  -1.5799  -4.2861  -8.3817  -0.0214  0.0297  0.0232
O  6.6878  1.2326  -2.4416  -0.0036  0.0029  -0.0872
O  6.2693  2.5438  -7.2289  0.0121  -0.0045  0.0064
O  7.9561  -2.0448  -8.2802  -0.0191  -0.0248  0.0112
O  5.5536  -4.3047  22.0151  0.0232  0.0183  -0.01
O  5.4731  5.4037  -0.4982  -0.018  0.0167  -0.064
O  -0.9736  -2.0473  17.5672  0.0031  -0.0047  0.0398
O  -1.0703  -0.2462  -8.0378  -0.0064  0.0296  0.049
O  3.341  1.0944  -7.181  0.0051  0.0242  -0.0136
O  2.558  5.1764  -5.0879  0.0317  -0.0165  0.0035
O  7.6647  -1.6222  18.884  -0.0372  0.0494  0.0927
O  5.3722  -3.0438  17.8482  0.0358  -0.0054  0.0766
O  7.3002  0.5557  20.3889  -0.023  0.0289  0.0229
O  4.576  -4.5064  -6.4151  -0.0054  0.007  0.0471
O  -2.2569  -4.0514  18.4923  -0.0016  -0.0168  0.0555
O  1.3887  -1.3314  15.3337  0.0075  0.0051  0.065
O  5.6121  0.0526  -6.4696  -0.0035  -0.0171  0.0097
O  -1.1668  2.6726  -6.0867  0.0012  0.0011  -0.0352
O  1.9131  -5.1574  20.2353  -0.0342  0.0335  0.0627
O  0.1895  4.8082  -6.1135  -0.0032  0.0038  -0.026
O  0.8909  4.4554  -1.197  -0.0491  0.0421  -0.1326

Results
free energy: -127504.198 eV
free energy less fixed offsets of O -570.45, Si -639.56 eV per atom: -4.518 eV

The program warned: the cutoff lies below the one the program advises for these potential files; the forces do not sum to zero within the program's tolerance; empty levels may hold ghost states of the PAW files; the exchange-correlation potential is rough where the density is thin.
